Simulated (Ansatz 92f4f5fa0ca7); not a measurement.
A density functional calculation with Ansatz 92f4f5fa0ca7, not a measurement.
Periodic cell of 224 atoms, Si133O90H1, from a study of silicon, its oxide and their interface. The atomic structure is a simulated model.
Doubt: the cutoff is far below the 930 eV that the study's wrapper takes by default for these files, so forces and energies are approximate.
This geometry differs little from another in the collection (a relaxation step or a small displacement).

Settings
functional: PBE
potential files: Ansatz PAW
basis: plane waves
wave-function cutoff: 580 eV
density cutoff ratio: 5
exchange-correlation grid ratio: 1
k mesh: 1 x 1 x 1, Gamma-centred
self-consistency stop: 5e-08 eV per atom in the density residual
occupations: fixed
spin: none
net charge: +1 e, with a uniform compensating background and no finite-size correction

Cell vectors (angstrom)
a, 10.938, 0, 0
b, 0, 10.938, 0
c, 0, 0, 32.4928

Atoms and the computed forces on them: element, x, y, z (angstrom), force x, y, z (eV/angstrom)
Si, 0.3046, -0.1806, 25.047, -0.0012, 0.0054, -0.0029
Si, 5.2173, 0.4614, 25.0371, 0.0007, -0.0097, 0.0032
Si, 2.9157, 2.6445, 25.1236, -0.0041, 0.005, 0.0008
Si, 7.9497, 2.9838, 25.0095, 0.0029, 0.002, -0.0095
Si, -0.1912, 5.7569, 25.0178, -0.0007, -0.0015, -0.008
Si, 5.7434, 5.2509, 25.0373, -0.001, 0.0054, -0.0061
Si, 2.5271, 8.508, 24.9814, 0.0023, -0.0013, -0.0085
Si, 8.4972, 7.9966, 24.9489, -0.0018, 0.0033, -0.009
Si, 1.3947, 1.3942, 26.4059, -0.0076, 0.0047, -0.0065
Si, 6.8318, 1.4544, 26.4085, 0.0035, -0.005, 0.0006
Si, 4.1397, 4.171, 26.4003, -0.0042, 0.0036, -0.0026
Si, 9.5795, 4.1363, 26.2929, 0.0045, -0.0043, -0.0002
Si, 1.3831, 6.9161, 26.3366, 0.005, -0.0056, 0.0018
Si, 6.895, 6.8692, 26.3016, -0.0031, 0.0012, -0.003
Si, 4.1403, 9.6471, 26.2666, 0.009, -0.0018, -0.0042
Si, 9.6009, 9.5978, 26.3025, -0.0036, 0.0008, -0.0008
Si, 2.7624, -0.0033, 27.7255, 0.0009, -0.0027, 0.0125
Si, 8.2037, 0.0039, 27.6842, -0.0013, 0.0026, -0.0008
Si, -0.0261, 2.7526, 27.6961, -0.0015, 0.002, -0.0018
Si, 5.4471, 2.7676, 27.7699, 0.0021, 0.0008, 0.0056
Si, 2.7182, 5.5114, 27.7057, -0.0025, 0.0031, -0.0034
Si, 8.2119, 5.4754, 27.7063, 0.0016, 0.0008, 0.0051
Si, -0.015, 8.2266, 27.7222, -0.0003, 0, 0.0026
Si, 5.4716, 8.2199, 27.6517, -0.0035, 0.0047, -0.0017
Si, 4.1018, 1.3673, 29.0745, -0.0301, -0.0285, 0.3699
Si, 9.5708, 1.3673, 29.0745, -0.082, 0.0168, -0.0772
Si, 1.3673, 4.1018, 29.0745, -0.0748, 0.0772, -0.1431
Si, 6.8362, 4.1018, 29.0745, 0.1157, 0.2223, 0.2689
Si, 4.1018, 6.8362, 29.0745, 0.0825, 0.2546, -0.1609
Si, 9.5708, 6.8362, 29.0745, 0.0135, -0.0003, 0.1072
Si, 1.3673, 9.5708, 29.0745, 0.0622, 0.0423, 0.1146
Si, 6.8362, 9.5708, 29.0745, -0.0293, -0.0291, -0.2457
Si, 0, 0, 30.4418, 0.0771, 0.0044, -0.0284
Si, 5.469, 0, 30.4418, -0.005, 0.0165, 0.0038
Si, 2.7345, 2.7345, 30.4418, 0.046, -0.0428, -0.0113
Si, 8.2035, 2.7345, 30.4418, -0.0124, 0.0109, -0.0078
Si, 0, 5.469, 30.4418, -0.011, 0.0342, 0.0015
Si, 5.469, 5.469, 30.4418, 0.0945, 0.0178, -0.0163
Si, 2.7345, 8.2035, 30.4418, 0.0265, 0.0267, -0.0121
Si, 8.2035, 8.2035, 30.4418, 0.0149, -0.0377, -0.0299
Si, 1.3673, 1.3673, 31.809, -0.0509, 0.0259, 0.0058
Si, 6.8362, 1.3673, 31.809, 0.0088, 0.0182, 0.0072
Si, 4.1018, 4.1018, 31.809, -0.0469, 0.0085, -0.042
Si, 9.5708, 4.1018, 31.809, 0.0086, -0.0287, -0.027
Si, 1.3673, 6.8362, 31.809, 0.0446, 0.0346, -0.0044
Si, 6.8362, 6.8362, 31.809, -0.0394, 0.0205, -0.0057
Si, 4.1018, 9.5708, 31.809, -0.0223, -0.0061, -0.0427
Si, 9.5708, 9.5708, 31.809, -0.0138, 0.0167, -0.0293
Si, 2.7345, 0, 0.6835, 0.0386, -0.0222, 0.019
Si, 8.2035, 0, 0.6835, 0.039, -0.0606, 0.0234
Si, 0, 2.7345, 0.6835, -0.0251, 0.0288, 0.0122
Si, 5.469, 2.7345, 0.6835, 0.0134, -0.0181, 0.0002
Si, 2.7345, 5.469, 0.6835, 0.0702, -0.0296, 0.034
Si, 8.2035, 5.469, 0.6835, 0.0017, 0.044, 0.0183
Si, 0, 8.2035, 0.6835, -0.0101, -0.0556, -0.0043
Si, 5.469, 8.2035, 0.6835, -0.0044, 0.0016, 0.0308
Si, 4.1018, 1.3673, 2.0507, -0.0091, 0.0368, 0.0369
Si, 9.5708, 1.3673, 2.0507, 0.0578, 0.0408, 0.0201
Si, 1.3673, 4.1018, 2.0507, -0.0863, -0.0613, -0.0072
Si, 6.8362, 4.1018, 2.0507, -0.1047, -0.1006, 0.0183
Si, 4.1018, 6.8362, 2.0507, -0.1183, -0.0185, -0.0595
Si, 9.5708, 6.8362, 2.0507, 0.0024, 0.1028, 0.0097
Si, 1.3673, 9.5708, 2.0507, -0.0124, -0.0033, 0.0203
Si, 6.8362, 9.5708, 2.0507, -0.0308, -0.0321, 0.0003
Si, 0, 0, 3.418, -0.1066, 0.1237, 0.0953
Si, 5.469, 0, 3.418, 0.3566, 0.1522, -0.2438
Si, 2.7345, 2.7345, 3.418, -0.1595, -0.106, -0.2845
Si, 8.2035, 2.7345, 3.418, 0.0379, 0.0986, 0.2704
Si, 0, 5.469, 3.418, -0.1231, -0.194, 0.2574
Si, 5.469, 5.469, 3.418, -0.0516, -0.0697, 0.2721
Si, 2.7345, 8.2035, 3.418, -0.261, -0.5425, -0.3943
Si, 8.2035, 8.2035, 3.418, 0.2737, -0.057, -0.0445
Si, 1.3644, 1.3996, 4.7994, -0.0056, 0.0268, -0.0188
Si, 6.8596, 1.346, 4.8089, -0.013, 0.0092, -0.0131
Si, 3.9829, 4.128, 4.785, 0.0196, -0.0085, -0.0247
Si, 9.5734, 4.0744, 4.8585, 0.0017, -0.001, 0.0063
Si, 1.3502, 6.8217, 4.8034, 0.0088, -0.0125, -0.009
Si, 6.937, 6.7542, 4.7817, 0.0035, 0.027, -0.0326
Si, 4.1765, 9.4743, 4.6663, 0.0067, 0.0078, 0.0077
Si, 9.5442, 9.6082, 4.7966, -0.0103, -0.0004, -0.0427
Si, 2.678, -0.2485, 5.9368, -0.0271, -0.0571, -0.009
Si, 8.195, 0.0098, 6.2699, 0.0231, 0.004, 0.0229
Si, -0.0447, 2.6826, 6.2796, 0.0051, 0.0044, 0.0212
Si, 5.4062, 2.7244, 6.0794, -0.0321, -0.0199, -0.0036
Si, 2.5651, 5.3943, 6.2595, -0.0048, 0.0061, 0.0303
Si, 8.215, 5.3859, 6.33, 0.0064, -0.009, -0.0013
Si, -0.0736, 8.1579, 6.1237, 0.0087, 0.0019, 0.012
Si, 5.5134, 8.134, 6.0127, 0.0159, 0.006, 0.0113
Si, 3.9616, 1.1886, 7.0978, -0.0407, 0.094, 0.2933
Si, 9.9179, 0.9909, 7.6403, 0.0041, -0.0003, -0.0156
Si, 1.073, 4.1351, 7.7784, 0.0345, -0.0308, 0.0205
Si, 6.4895, 4.2215, 7.5284, -0.0113, 0.0182, -0.026
Si, 4.3603, 6.5338, 7.2392, 0.0008, -0.011, -0.0152
Si, 9.2407, 7.1899, 7.5377, -0.0315, 0.0273, 0.0187
Si, 1.2149, 9.6203, 7.4378, 0.006, 0.015, 0.0331
Si, 6.9116, 9.37, 7.4664, -0.0017, -0.0519, -0.0583
O, 9.6165, 6.8568, 24.5336, 0.0023, -0.0009, 0.004
O, 4.0103, 1.5132, 24.6577, 0.0036, -0.0002, -0.0069
O, 8.0042, 8.2152, 7.8583, 0.006, 0.0099, 0.002
O, 3.4178, 1.1857, 8.6367, 0.1152, 0.039, -0.1655
O, 6.8284, 4.1063, 24.5169, 0.0021, -0.003, 0.0036
O, 1.3855, 9.6176, 24.4988, 0.0028, -0.0011, 0.0018
O, 5.4237, 5.4322, 7.8653, 0.0056, -0.0065, 0.0068
O, 0.1737, -0.1233, 7.8078, -0.01, 0.0052, -0.0035
O, 6.7977, 3.3695, 8.9135, -0.0041, -0.0433, 0.0475
O, 6.2629, 9.9613, 8.8616, -0.0051, 0.0736, 0.1643
O, 9.9033, 7.1805, 9.0561, 0.035, -0.0257, 0.0026
O, 1.91, 9.1593, 8.8642, -0.008, 0.0045, -0.0193
O, 5.7723, 1.197, 10.2259, 0.1251, -0.0872, 0.0444
O, 1.9598, 3.2968, 8.8548, 0.0547, -0.0596, -0.0286
O, 9.697, 1.3914, 9.2128, -0.0284, -0.0173, 0.0552
O, 3.879, 7.4764, 8.4656, -0.0072, 0.0145, 0.0103
O, 7.9192, 8.5862, 23.5302, 0.0016, -0.002, 0.0059
O, 8.5045, 2.2181, 23.6686, -0.0018, 0.002, 0.0037
O, 5.0611, 5.9142, 23.7057, 0.0009, -0.0009, 0.002
O, 2.3115, 3.3084, 23.7517, 0, -0.0015, 0.0023
O, 10.6366, 0.6262, 23.7567, 0.0017, -0.0006, 0.0016
O, 0.4469, 5.1742, 23.6239, -0.0026, 0.0024, 0.0034
O, 3.2108, 7.8529, 23.6368, -0.0023, 0.0034, 0.0061
O, 5.5173, 14.1436, 19.3817, 0.0034, -0.0092, 0.0028
Si, 11.4763, 2.3666, 20.9038, 0.0017, 0.0012, -0.001
Si, 7.9047, 9.3847, 22.1067, -0.0007, 0.0018, -0.0017
Si, 2.4574, 5.1482, 13.583, 0.0017, 0.0038, 0.0019
Si, 12.404, 7.3665, 16.8884, 0.0007, -0.0013, -0.0029
Si, 0.0607, -4.7157, 9.7623, -0.0069, 0.0118, -0.0122
Si, 11.0408, 8.8853, 14.8376, 0.0027, -0.0028, -0.0013
Si, -1.2407, -5.008, 17.7972, 0.0051, 0.0054, 0.0002
Si, 1.6662, 4.4709, 22.8055, 0.0008, -0.0004, -0.0021
Si, 4.6886, 10.9614, 17.0419, -0.0001, 0.0003, -0.0046
Si, 7.005, 5.8109, 16.4985, -0.0114, 0.0172, 0.0209
Si, 5.8487, 2.8279, 10.1551, 0.0309, 0.0805, 0.0953
Si, 2.8785, 9.2711, 18.7448, 0.0012, -0.0009, -0.0011
Si, 7.9286, 3.7966, 11.8701, -0.0022, -0.0022, -0.0632
Si, 9.234, 1.1066, 10.7608, -0.0181, 0.0473, 0.01
Si, 9.2959, 1.6274, 15.9856, -0.0026, 0.0034, 0.0009
Si, 2.8048, 4.69, 16.6261, -0.0017, 0.0064, -0.0056
Si, -3.7006, 3.4756, 14.7385, 0.0057, -0.0275, -0.0005
Si, 6.4878, 10.6632, 10.3362, 0.0436, -0.02, -0.0315
Si, 16.1498, 4.5323, 18.5013, -0.0008, 0.0045, 0.0112
Si, 5.0557, 7.2468, 19.9157, -0.0011, -0.0011, -0.0033
Si, -1.5086, 1.1841, 22.8105, -0.0008, -0.0009, -0.0021
Si, 2.3837, 2.3227, 12.5863, 0.0395, -0.0591, 0.0294
Si, 5.5035, 10.9306, 22.0135, -0.0015, -0.0006, -0.0017
Si, 0.2732, 6.9344, 12.8092, -0.001, 0.0036, -0.0015
Si, 13.9546, 2.4112, 9.6764, -0.0966, -0.0144, -0.0686
Si, 11.1477, 3.2343, 17.8892, 0.0007, 0.002, -0.0021
Si, 8.2006, 7.9733, 19.473, 0.0002, -0.002, 0.0011
Si, -6.0551, 1.3948, 14.3563, -0.0349, 0.0084, -0.0034
Si, -2.1025, -1.2341, 16.8306, -0.0008, -0.0006, 0.0002
Si, 3.0414, 7.8782, 12.4188, -0.0048, -0.0082, -0.0032
Si, -5.7564, 1.6349, 19.5686, 0.0009, 0.0048, -0.0021
Si, -0.1219, 0.6893, 13.399, 0.0268, 0.0131, -0.0016
Si, 3.9265, 6.6473, 22.7943, 0.0026, -0.0018, -0.0027
Si, 2.803, 0.3924, 20.8241, -0.0001, -0.0003, -0.0012
Si, 13.6356, 7.8622, 9.4774, -0.0082, -0.0051, 0.0001
Si, 6.3512, 8.6151, 15.5739, -0.0046, 0.0016, -0.0027
Si, 5.337, -1.3438, 13.0376, -0.0078, -0.008, 0.0307
O, 6.6181, 5.0214, 17.8613, 0.0073, 0.0045, 0.0101
O, -0.3301, -4.6482, 11.3859, -0.0014, 0.0025, -0.0048
O, 6.6497, 4.903, 15.2152, -0.0374, 0.0083, -0.0236
O, 2.2456, 10.0208, 20.0398, 0.0009, -0.0011, -0.0019
O, -0.0193, 4.8658, 8.8159, 0.0133, 0.0098, 0.0263
O, 1.0729, 3.8106, 21.4468, -0.0001, 0.001, 0.0002
O, 1.6172, 6.6521, 9.6215, -0.0238, 0.0045, -0.0001
O, -5.3183, 0.0925, 13.725, -0.005, -0.0025, -0.006
O, 14.3345, 6.4129, 13.0865, -0.002, 0.0025, 0.0005
O, 8.7256, 11.3257, 16.8829, -0.0003, 0.0044, 0.001
O, 5.4374, 9.6927, 16.3656, 0.0001, 0.0037, 0
O, -1.2797, 1.1675, 14.4494, 0.0016, 0.0022, -0.0029
O, 2.4968, 3.9478, 12.4783, -0.0004, -0.009, 0.0023
O, 6.0822, 8.4746, 13.9635, -0.0047, 0.0153, -0.0183
O, 2.8848, 4.4812, 15.0018, -0.001, 0.0022, -0.0049
O, 6.3606, 3.4339, 11.5618, 0.0356, -0.0433, -0.152
O, 3.6508, 1.7336, 13.3784, -0.0714, 0.028, -0.0331
O, 15.114, 4.1521, 17.3012, -0.0059, -0.004, -0.0096
O, -2.8177, 13.6923, 15.9015, 0.0072, -0.0054, 0.0031
O, 0.9042, 5.6832, 13.6436, 0.001, 0.0002, 0.001
O, 7.8782, 9.1163, 15.6685, 0.0052, -0.0016, 0.0001
O, 0.4729, 2.4182, 19.2777, 0.0001, -0.0002, 0.0007
O, 4.6328, 5.7476, 19.4126, 0.0028, 0.0007, 0.0034
O, 8.1615, 5.2413, 11.1774, -0.0273, -0.1034, 0.0168
O, 11.0197, 6.5935, 17.1568, 0.0018, 0.0016, 0.0013
O, 2.7879, 5.5623, 22.3683, 0.0002, 0.0003, 0
O, 9.1464, 6.6857, 19.1346, -0.0011, 0.0022, 0.0047
O, 1.4197, 8.0134, 12.3774, 0.0032, 0.001, 0.0014
O, -5.3716, 0.74, 18.2389, -0.0004, -0.0004, 0.0014
O, 8.0588, -0.0305, 10.6847, -0.0954, 0.0972, -0.0411
O, 11.4095, -0.7224, 13.9666, -0.0062, 0.0134, -0.0074
O, 4.322, 3.3448, 9.9194, -0.0037, -0.0437, 0.0052
O, 4.1877, 8.3907, 19.1481, -0.002, -0.002, 0.0017
O, 8.604, 6.0732, 16.5924, 0.0339, 0.0081, -0.0067
O, 1.5812, 3.8724, 17.2988, -0.0054, -0.0023, 0.0037
O, -0.6867, 7.8072, 13.817, 0.0022, 0.0004, 0.0007
O, 5.9607, 2.5829, 14.3339, -0.0162, -0.0187, -0.0067
O, 2.6867, 6.2949, 16.8697, 0.0002, 0.0006, 0.0009
O, 10.0368, 4.3908, 18.1928, 0.0023, -0.0079, 0.0027
O, 4.3612, 1.1133, 15.8725, 0.0142, 0.0031, -0.0218
O, 3.4919, 8.0403, 10.8639, 0.0032, 0.0017, 0.0035
O, 3.757, -1.7857, 13.1275, 0.0152, 0.0036, -0.0009
O, 8.5871, 10.8496, 22.2717, 0.0002, 0.0006, -0.0001
O, -2.7377, 3.7771, 13.4662, 0.021, 0.0034, -0.038
O, 10.0182, 2.0138, 21.5408, -0.0025, -0.001, 0.0026
O, 8.6634, 8.5538, 20.9282, -0.0008, -0.0003, 0.0003
O, -4.9806, 1.1431, 20.9301, 0.0006, 0.002, -0.0029
O, 5.8512, -1.2425, 11.4863, 0.0184, 0.0717, -0.0794
O, 1.4462, 8.1305, 15.4248, -0.0035, 0.0021, 0.0005
O, 2.4007, 1.7758, 11.0312, 0.0324, 0.0427, -0.0017
O, 6.6297, 7.5296, 19.5783, -0.0017, 0.0003, -0.0005
O, 1.6894, -2.5667, 18.1328, 0.0026, 0.0016, 0.0024
O, 1.5409, 12.1265, 21.4392, 0.0008, -0.001, -0.0006
O, 8.8398, 2.5976, 11.249, -0.0953, -0.0612, 0.0124
O, 3.2894, -0.5394, 17.6406, 0.0004, -0.0009, 0.0007
O, 8.4649, -1.8424, 18.2965, 0.0011, 0.0021, -0.0027
O, 10.2981, -1.6408, 16.2315, 0.0031, 0.0005, 0
O, -0.3325, 2.2192, 16.738, -0.0038, -0.0045, -0.0022
O, 1.0332, 1.8395, 13.3415, 0.0288, -0.0131, -0.0386
O, 6.3477, -1.3516, 21.6262, 0.0002, -0.0012, -0.001
O, 15.6107, 7.2712, 21.5013, -0.0007, 0.0004, -0.0002
O, 5.9303, 0.2331, 23.5719, 0.0012, 0.0004, 0.0005
O, -4.7807, 7.188, 16.3274, -0.0102, 0.0055, 0.0027
O, 3.5774, 1.4401, 19.8306, -0.0005, 0.0012, -0.0007
O, 3.8755, -0.1532, 21.9432, 0.0005, 0, 0
O, 10.2882, 0.4964, 11.8528, -0.028, 0.0207, -0.0086
H, 8.9632, 5.7458, 11.4179, 0.0178, 0.0028, 0.0055

Results
free energy: -135757.255 eV
free energy less fixed offsets of H -15.97, O -568.88, Si -635.61 eV per atom: -5.955 eV

The program warned: the cutoff lies below the one the program advises for these potential files; the exchange-correlation potential is rough where the density is thin.
